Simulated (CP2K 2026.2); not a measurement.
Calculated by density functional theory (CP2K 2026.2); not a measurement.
Periodic cell of 468 atoms, Si288O180, from a study of silicon, its oxide and their interface. The atomic structure is a simulated model.
Doubt: the forces sum to 1.49 eV/angstrom along one axis rather than to zero, so they err by at least 0.0032 eV/angstrom per atom on average; the grid cutoff is modest.

Settings
functional: PBE
method: Gaussian and plane waves
basis set: DZVP-MOLOPT-SR-GTH
pseudopotentials: GTH-PBE
grid cutoff: 350 Ry, relative cutoff 50 Ry
k points: Gamma only
occupations: fixed
spin: none
net charge: 0

Cell vectors (angstrom)
a	16.3356	0	0
b	0	16.3356	0
c	1.6669	6.1187	30.493

Atoms and the computed forces on them: element, x, y, z (angstrom), force x, y, z (eV/angstrom)
Si	1.581	14.689	0.065	-0.108	0.205	0.659
Si	4.389	1.112	0.213	-0.148	0.076	0.663
Si	2.888	10.517	30.454	0.085	-0.277	0.609
Si	4.303	6.619	0.224	-0.141	0.099	0.699
Si	0.978	9.721	0.091	0.224	-0.01	0.65
Si	3.792	12.503	0.098	0.167	-0.115	0.685
Si	6.544	15.255	0.214	0.074	-0.121	0.678
Si	11.526	7.259	30.454	-0.248	0.129	0.597
Si	8.198	10.541	30.359	0.229	-0.366	0.622
Si	10.889	13.15	30.491	0.233	-0.087	0.668
Si	7.012	9.23	0.046	-0.056	0.234	0.67
Si	9.865	12.051	0.024	-0.236	0.073	0.671
Si	12.048	15.231	0.146	0.084	-0.133	0.673
Si	14.662	1.581	0.153	0.209	-0.027	0.669
Si	12.48	3.755	0.175	-0.026	0.19	0.649
Si	15.322	6.595	0.071	-0.205	0.035	0.642
Si	13.724	15.937	30.453	0.114	-0.248	0.627
Si	16.805	18.104	30.458	-0.117	0.212	0.617
Si	2.728	16.286	1.388	-0.016	-0.005	-0.052
Si	5.556	2.772	1.338	0.003	0.028	-0.02
Si	2.71	5.45	1.441	0.002	0.013	-0.025
Si	5.5	8.156	1.478	0.032	0.005	-0.031
Si	2.642	10.877	1.335	-0.009	0.018	-0.046
Si	5.378	13.632	1.431	-0.006	-0.004	-0.05
Si	8.212	16.425	1.347	0.001	-0.01	-0.032
Si	10.907	2.635	1.458	0.018	-0.012	-0.043
Si	8.118	5.446	1.313	-0.014	0.013	-0.054
Si	10.878	8.193	1.23	0.005	-0.008	-0.057
Si	8.205	10.879	1.262	-0.002	-0.006	-0.046
Si	10.922	13.615	1.412	0.005	-0.006	-0.033
Si	13.56	16.376	1.506	-0.002	0.021	-0.037
Si	16.359	2.778	1.268	0.019	0	-0.06
Si	13.679	5.424	1.312	-0.009	0.013	-0.053
Si	16.307	8.162	1.498	-0.001	-0.013	-0.032
Si	13.598	10.894	1.363	-0.003	-0.003	-0.029
Si	16.301	13.557	1.325	0.017	-0.013	-0.047
Si	1.347	1.375	2.656	0.01	0.011	0.007
Si	4.096	4.044	2.722	0.016	-0.018	0.004
Si	1.395	6.838	2.804	0.012	-0.01	0.015
Si	4.064	9.555	2.702	-0.017	0.006	-0.002
Si	1.31	12.226	2.75	0.004	0	0.027
Si	4.051	14.971	2.821	0	-0.002	0.025
Si	6.898	1.45	2.745	-0.024	-0.023	0.012
Si	9.508	4.083	2.673	0.006	0.015	-0.002
Si	6.832	6.767	2.804	0.004	-0.01	0.011
Si	9.55	9.529	2.68	-0.004	-0.005	0.016
Si	6.82	12.232	2.655	0.007	0.008	0.001
Si	9.502	14.974	2.713	-0.013	0.024	0.017
Si	12.221	1.34	2.893	-0.007	0.003	0.028
Si	15.016	4.091	2.726	-0.002	-0.016	0.017
Si	12.25	6.811	2.604	0.009	0.012	0.001
Si	14.888	9.506	2.774	-0.011	0.008	0.022
Si	12.302	12.28	2.755	0.005	-0.006	0.018
Si	14.984	14.956	2.71	0.006	-0.01	0.008
Si	16.34	16.345	4.052	0.013	0.008	-0.005
Si	2.718	2.695	4.064	-0.003	0.005	-0.006
Si	16.343	5.453	4.108	-0.001	0.017	-0.01
Si	2.75	8.201	4.121	-0.001	-0.006	0.011
Si	16.29	10.871	4.105	0.018	0.002	0.004
Si	2.678	13.593	4.128	0.001	-0.001	-0.009
Si	5.478	16.376	4.065	-0.002	0.013	0.001
Si	8.209	2.765	4.136	-0.007	-0.021	0.008
Si	5.429	5.419	4.113	0.003	0.002	0.001
Si	8.211	8.172	4.089	-0.018	-0.006	-0.003
Si	5.448	10.904	4.048	0.011	-0.003	-0.012
Si	8.149	13.604	4.053	0.003	-0.003	-0.005
Si	10.854	16.281	4.153	0.007	0.002	0
Si	13.643	2.746	4.118	-0.008	-0.004	0
Si	10.899	5.456	4.007	0	-0.005	-0.002
Si	13.542	8.136	4.086	-0.011	-0.007	0.001
Si	10.902	10.892	4.059	0	-0.002	-0.005
Si	13.644	13.622	4.118	-0.007	-0.004	0.008
Si	1.349	14.951	10.869	0.017	-0.009	0.005
Si	4.112	17.721	10.82	-0.002	0.003	0.008
Si	1.325	4.089	10.916	0.008	-0.002	-0.009
Si	4.013	6.757	10.784	-0.004	-0.012	-0.009
Si	1.342	9.569	10.891	0.02	-0.006	0.005
Si	4.127	12.307	10.845	0.008	0.005	-0.006
Si	6.83	14.964	10.95	-0.003	0.013	-0.003
Si	9.503	17.633	10.877	-0.015	0.002	-0.02
Si	6.84	4.118	10.804	-0.016	-0.006	0.001
Si	9.586	6.862	10.798	0.006	-0.005	-0.003
Si	6.805	9.541	10.809	0.011	0.001	0.005
Si	9.548	12.239	10.911	-0.002	-0.003	0.004
Si	12.267	14.963	10.985	-0.023	0.018	0
Si	14.946	17.68	10.948	-0.004	0.001	0
Si	12.237	4.013	10.887	-0.006	-0.001	0
Si	14.957	6.817	10.911	0.003	-0.009	0.006
Si	12.259	9.526	10.961	-0.019	-0.003	0.003
Si	14.969	12.26	10.947	0	0.01	-0.001
Si	2.768	16.319	12.129	0.016	0.014	-0.037
Si	5.463	2.787	12.145	0.001	0.004	-0.028
Si	2.68	5.472	12.26	0.023	0.012	-0.015
Si	5.392	8.129	12.035	-0.007	-0.006	-0.025
Si	2.747	10.988	12.171	-0.014	-0.011	-0.02
Si	5.459	13.607	12.305	-0.013	-0.018	-0.005
Si	8.203	16.301	12.336	0.012	0.008	0.002
Si	10.86	2.613	12.232	0.023	0.011	-0.028
Si	8.247	5.502	12.099	0.005	-0.011	-0.034
Si	10.865	8.158	12.292	0.005	-0.002	-0.008
Si	8.162	10.858	12.216	0	-0.012	-0.028
Si	10.902	13.568	12.33	-0.002	-0.006	-0.032
Si	13.628	16.326	12.387	0.008	-0.003	-0.017
Si	16.291	2.735	12.287	-0.008	0	0.001
Si	13.577	5.403	12.217	0.004	0.008	-0.021
Si	16.314	8.21	12.27	-0.008	0.009	-0.034
Si	13.627	10.889	12.331	0.018	-0.003	0.009
Si	16.339	13.63	12.304	0	0.008	-0.008
Si	1.416	17.661	13.465	-0.001	-0.01	0.021
Si	4.116	4.139	13.55	0.007	-0.007	0.057
Si	1.308	6.826	13.641	-0.008	-0.02	0.083
Si	4.053	9.479	13.37	-0.01	-0.013	0.014
Si	1.457	12.338	13.631	0.022	-0.009	0.027
Si	4.097	15.041	13.598	0.002	0.02	0.062
Si	6.823	17.793	13.53	-0.011	0.022	0.047
Si	9.576	4.128	13.466	0.008	0.02	0.015
Si	6.834	6.868	13.353	0.01	0.018	0.017
Si	9.49	9.521	13.649	-0.004	0.015	0.055
Si	6.797	12.165	13.617	0.006	-0.004	0.06
Si	9.515	14.87	13.749	-0.002	-0.003	0.063
Si	12.12	17.595	13.725	-0.021	-0.037	0.013
Si	14.882	4.065	13.659	-0.007	-0.001	0.058
Si	12.214	6.743	13.597	0.012	-0.002	0.065
Si	15.01	9.585	13.719	0.013	-0.02	0.037
Si	12.284	12.215	13.731	-0.026	0.016	0.032
Si	15.05	14.983	13.768	-0.007	0.009	0.039
Si	16.694	16.229	14.97	-0.192	0.015	-0.557
Si	2.954	18.829	14.739	-0.029	0.156	-0.621
Si	15.981	5.73	14.918	0.137	-0.186	-0.664
Si	2.51	8.476	14.807	0.038	-0.235	-0.667
Si	16.699	10.758	14.96	-0.276	0.1	-0.63
Si	2.546	13.97	15	0.087	-0.162	-0.645
Si	5.225	16.701	14.815	0.094	-0.11	-0.644
Si	7.955	3.113	14.747	0.116	-0.256	-0.652
Si	5.762	5.36	14.714	-0.316	0.048	-0.603
Si	7.822	8.363	14.85	0.238	-0.052	-0.66
Si	5.579	10.513	14.757	0.004	0.165	-0.64
Si	8.368	13.221	15.008	-0.156	0.18	-0.653
Si	11.169	15.846	15.127	-0.217	0.311	-0.631
Si	13.228	19.248	14.927	0.187	-0.052	-0.631
Si	11.057	5.17	14.955	-0.084	0.247	-0.643
Si	13.764	7.939	14.865	-0.099	0.179	-0.698
Si	10.656	11.059	15.006	0.168	-0.198	-0.708
Si	13.54	13.71	15.082	0.198	-0.196	-0.594
Si	8.276	11.483	24.627	0	0.061	0.104
Si	13.162	17.928	23.516	0.074	-0.02	0.07
Si	16.869	5.341	26.306	-0.072	0.002	-0.12
Si	10.094	18.596	19.701	-0.048	0.056	0.079
Si	11.117	10.609	23.503	-0.133	-0.009	0.008
Si	4.282	14.214	28.488	-0.023	-0.034	-0.084
Si	1.432	21.038	23.61	0.035	0.085	-0.012
Si	12.858	11.78	28.654	-0.035	-0.044	-0.023
Si	13.586	6.016	21.769	0.022	-0.056	0.097
Si	16.377	14.029	25.816	0.065	-0.11	-0.044
Si	12.598	15.155	20.199	-0.054	0.013	-0.011
Si	9.1	17.253	24.247	-0.072	-0.04	0.074
Si	11.793	9.06	17.112	-0.006	0.01	-0.097
Si	11.12	8.052	27.414	-0.006	0	0.047
Si	2.533	12.271	21.478	-0.031	0.017	0.035
Si	8.53	9.76	27.287	-0.01	0.148	-0.035
Si	4.194	12.18	17.02	-0.014	0.084	-0.017
Si	6.095	4.184	20.793	0.035	-0.004	0.021
Si	16.371	13.101	20.073	0.045	-0.012	-0.016
Si	17.115	16.469	24.342	0.058	-0.033	-0.153
Si	3.49	10.483	19.394	0.019	-0.025	0.081
Si	6.794	5.453	24.895	0.074	0.039	-0.015
Si	2.672	4.016	17.25	-0.01	-0.02	0.091
Si	7.679	6.511	19.583	-0.04	0.026	0.015
Si	3.686	15.781	24.589	-0.015	-0.06	-0.012
Si	5.184	8.065	19.34	0.009	0.088	0.039
Si	6.128	8.058	26.358	-0.024	-0.099	-0.009
Si	9.495	6.898	17.079	-0.02	-0.051	0.005
Si	17.573	11.695	24.354	0.027	0.174	-0.022
Si	15.245	19.807	28.293	0.005	-0.092	-0.097
Si	11.441	15.843	22.734	-0.02	-0.19	0.055
Si	12.74	19.383	21.001	0.006	-0.085	-0.016
Si	6.673	15.439	21.546	-0.063	-0.011	0.161
Si	12.89	10.219	26.062	-0.047	-0.138	-0.052
Si	1.892	6.426	28.628	0.018	-0.08	-0.105
Si	9.595	19.508	28.585	-0.025	-0.016	-0.009
Si	17.203	15.967	21.154	0.099	0.025	-0.015
Si	8.22	7.185	22.598	-0.085	0.055	0.016
Si	16.362	4.557	17.809	-0.076	0.076	0.067
Si	15.367	9.747	24.244	-0.01	-0.017	0.027
Si	14.014	9.627	18.922	0.129	-0.051	0.031
Si	11.319	7.52	23.087	-0.003	-0.044	-0.004
Si	5.855	15.895	26.439	0.029	-0.022	-0.067
Si	7.366	17.259	28.513	-0.049	-0.055	-0.028
Si	6.345	16.421	17.698	0.028	0.135	-0.05
Si	8.046	18.787	17.632	-0.002	-0.039	0.076
Si	7.827	18.21	21.754	-0.024	-0.052	-0.048
Si	11.53	5.705	25.522	-0.048	-0.04	-0.08
Si	15.643	6.62	23.946	0.033	-0.081	0.043
Si	1.403	8.813	20.703	0.007	-0.042	0.003
Si	15.81	19.015	23.889	-0.052	0.053	-0.07
Si	8.856	13.862	19.839	0.115	0.006	0.04
Si	4.042	6.714	16.809	0.064	0	0.068
Si	15.219	10.662	21.421	0.088	-0.036	-0.093
Si	14.773	17.159	19.911	-0.015	0.075	0.154
Si	2.867	13.302	26.102	-0.07	0.001	-0.099
Si	6.924	13.535	17.816	0.066	-0.031	-0.048
Si	15.121	18.07	17.075	0.151	0.074	-0.005
Si	4.034	8.177	22.189	-0.064	0.022	0.02
Si	3.692	15.179	21.603	-0.053	0.015	-0.115
Si	15.055	13.964	28.56	0.051	0.099	-0.132
Si	4.402	5.349	23.169	-0.037	-0.001	0.102
Si	15.544	7.075	19.545	0.029	0.021	-0.049
Si	7.596	14.604	24.501	0.097	-0.042	-0.199
Si	4.196	8.543	28.584	0.007	0.081	-0.147
Si	15.2	12.158	17.344	-0.016	0.065	0.075
Si	6.356	9.447	23.518	0.026	0.016	-0.079
Si	5.226	18.952	18.5	0.095	-0.097	0.007
Si	9.317	20.056	25.608	-0.12	-0.032	-0.189
Si	13.661	19.714	25.785	-0.049	-0.037	-0.097
Si	11.25	13.133	21.713	-0.031	0.113	0.037
Si	10.687	15.881	18.206	0.022	-0.112	-0.026
Si	1.34	14.989	5.461	-0.001	-0.001	0.011
Si	4.084	1.355	5.435	0.001	0.001	-0.004
Si	1.367	4.074	5.438	0.014	-0.01	0.01
Si	4.091	6.814	5.459	0.007	-0.009	0.015
Si	1.342	9.532	5.456	0.009	-0.002	0.015
Si	4.087	12.247	5.442	-0.002	-0.002	0.009
Si	6.813	14.982	5.422	-0.005	0.007	0.007
Si	9.537	1.359	5.479	-0.004	-0.003	0.015
Si	6.803	4.083	5.476	-0.002	0.008	0.009
Si	9.564	6.801	5.43	0.008	0	0.006
Si	6.814	9.54	5.417	-0.008	0.003	0.003
Si	9.537	12.258	5.41	-0.002	0.006	0.006
Si	12.254	14.946	5.482	-0.008	0.006	0.019
Si	14.982	1.351	5.451	0.004	-0.005	0.012
Si	12.254	4.111	5.428	-0.004	0.004	0.009
Si	14.95	6.805	5.439	-0.004	-0.001	0.008
Si	12.229	9.527	5.451	0.001	-0.008	0.013
Si	14.974	12.251	5.481	-0.001	-0.004	0.019
Si	2.722	16.344	6.812	0.012	0.007	0.008
Si	5.436	2.702	6.808	-0.014	-0.011	0.004
Si	2.709	5.453	6.799	0.009	0.01	0.009
Si	5.456	8.187	6.793	0.003	-0.003	0.005
Si	2.714	10.893	6.8	0	-0.008	0.003
Si	5.447	13.63	6.788	0.002	0.009	0.009
Si	8.178	16.318	6.813	0.001	0.012	0.005
Si	10.916	2.723	6.805	0.015	-0.006	0.005
Si	8.186	5.449	6.798	-0.023	-0.008	0.005
Si	10.898	8.159	6.817	-0.004	-0.003	0.009
Si	8.178	10.911	6.776	0.002	0	0.004
Si	10.892	13.58	6.826	0.005	-0.005	0.011
Si	13.615	16.326	6.817	-0.005	0.002	0.011
Si	16.341	2.716	6.809	0.003	0.004	0.007
Si	13.614	5.446	6.814	-0.005	0.01	0.004
Si	16.299	8.174	6.804	0.006	-0.006	0.008
Si	13.598	10.888	6.818	-0.006	-0.003	0.012
Si	16.323	13.628	6.833	0.008	-0.001	0.013
Si	1.348	17.695	8.183	0.008	0	-0.01
Si	4.064	4.073	8.141	0.014	-0.004	-0.012
Si	1.325	6.81	8.153	0	-0.001	-0.005
Si	4.077	9.539	8.155	0.005	-0.002	-0.01
Si	1.359	12.254	8.167	0.01	0.005	-0.005
Si	4.093	14.985	8.161	-0.007	0	-0.001
Si	6.811	17.673	8.155	-0.021	-0.005	-0.008
Si	9.544	4.075	8.158	-0.009	0	-0.012
Si	6.817	6.823	8.135	0	0.001	-0.008
Si	9.544	9.554	8.143	-0.004	-0.012	-0.007
Si	6.828	12.281	8.143	0	-0.004	-0.014
Si	9.544	14.956	8.184	0.009	0.014	-0.004
Si	12.257	17.681	8.178	0.007	0.008	-0.009
Si	14.972	4.072	8.176	0.001	0.003	-0.011
Si	12.271	6.806	8.178	0.006	-0.004	-0.002
Si	14.954	9.537	8.187	0.001	-0.001	-0.009
Si	12.255	12.241	8.206	-0.008	-0.006	-0.004
Si	14.956	14.973	8.205	-0.002	0.003	-0.004
Si	16.316	16.34	9.559	-0.004	0.002	-0.017
Si	2.698	2.74	9.527	0.003	0.013	-0.011
Si	16.318	5.455	9.541	-0.003	0.001	-0.008
Si	2.679	8.191	9.498	0.003	0.006	-0.005
Si	16.312	10.913	9.538	-0.002	0.003	-0.008
Si	2.724	13.624	9.502	0.01	0.011	-0.009
Si	5.48	16.317	9.535	0.007	0.009	-0.008
Si	8.178	2.695	9.502	0.005	-0.006	-0.02
Si	5.439	5.44	9.458	-0.007	0.005	-0.018
Si	8.181	8.193	9.472	-0.016	-0.001	-0.016
Si	5.456	10.925	9.479	-0.003	0.001	-0.017
Si	8.182	13.61	9.558	-0.005	-0.005	-0.006
Si	10.916	16.3	9.556	0.009	-0.007	-0.004
Si	13.621	2.691	9.536	0.003	-0.004	-0.009
Si	10.92	5.422	9.515	0.002	-0.005	-0.011
Si	13.6	8.176	9.56	-0.001	-0.006	-0.005
Si	10.905	10.873	9.561	0	-0.018	-0.005
Si	13.604	13.613	9.583	-0.003	0	-0.005
O	16.172	17.223	16.17	0.347	-0.114	0.202
O	16.442	13.556	29.274	0.306	0.074	-0.085
O	8.712	10.234	28.832	0.439	-0.094	-0.093
O	15.749	6.227	25.523	-0.237	0.203	0.158
O	7.966	17.914	23.324	-0.364	0.26	0.202
O	12.601	6.08	30.073	0.144	-0.022	-0.373
O	15.235	8.789	30.079	0.149	-0.093	-0.507
O	1.447	9.595	15.365	-0.052	0.03	0.267
O	3.692	10.002	29.102	0.287	0.384	-0.282
O	9.807	20.134	27.135	0.452	0.445	-0.012
O	14.993	19.995	24.886	0.048	0.316	0.223
O	6.677	9.436	15.35	0.088	0.145	0.277
O	5.952	16.144	16.157	0.234	-0.255	-0.038
O	16.515	14.588	20.668	-0.107	0.165	0.014
O	3.011	5.493	16.722	-0.197	0.071	-0.378
O	17.043	6.119	23.26	0.13	0.358	-0.292
O	6.932	16.963	26.985	0.145	0.468	-0.349
O	6.122	17.935	29.275	-0.318	0.13	-0.179
O	1.775	11.643	29.999	0.126	-0.042	-0.497
O	3.107	14.933	29.313	-0.118	-0.228	-0.21
O	14.504	15.39	29.107	0.243	0.198	-0.172
O	7.848	15.899	29.244	-0.245	-0.296	-0.368
O	4.078	17.77	15.304	-0.054	0.129	0.493
O	12.965	8.449	16.185	0.146	-0.239	0.056
O	7.114	6.114	30.125	-0.138	0.11	-0.295
O	1.585	6.309	27.057	0.205	0.279	-0.27
O	11.579	16.044	21.125	-0.296	0.475	-0.352
O	16.256	20.722	27.439	0.099	0.119	0.206
O	3.237	13.658	21.861	0.1	-0.081	0.146
O	11.102	6.529	26.854	-0.324	-0.4	0.305
O	6.748	5.192	19.711	-0.001	-0.158	-0.323
O	3.679	14.22	25.039	0.213	-0.314	-0.05
O	16.859	6.825	29.377	-0.544	-0.108	-0.019
O	7.771	17.195	17.846	0.54	-0.293	0.375
O	16.607	9.842	21.221	0.186	0.124	0.115
O	8.292	6.716	21.06	0.404	-0.291	0.145
O	17.117	16.169	22.756	0.004	-0.151	0.056
O	9.258	18.166	21.013	0.117	-0.144	0.134
O	3.973	19.635	17.808	-0.074	0.118	-0.255
O	6.868	17.021	21.225	-0.394	0.155	-0.233
O	8.646	18.982	16.152	0.302	-0.068	0.16
O	10.247	5.704	16.276	-0.032	-0.033	0.081
O	13.25	10.422	29.421	-0.077	-0.405	-0.314
O	11.547	11.703	22.384	0.155	-0.092	-0.353
O	2.96	20.948	23.135	0.088	-0.179	-0.378
O	7.66	13.713	16.389	-0.008	0.293	-0.026
O	2.476	8.539	21.9	-0.214	0.187	0.402
O	5.337	21.226	24.416	-0.246	-0.343	0.074
O	11.229	10.394	16.388	-0.029	0.258	0.316
O	12.629	17.069	29.973	-0.172	0.127	-0.193
O	15.242	13.909	26.956	-0.272	0.018	-0.382
O	12.164	4.058	15.457	-0.009	-0.116	0.431
O	14.763	17.106	18.304	0.091	-0.332	-0.329
O	14.79	10.575	22.973	-0.579	0.163	-0.114
O	3.897	15.934	23.011	0.176	0.482	0.136
O	6.517	6.491	26.126	0.135	-0.095	0.335
O	16.537	5.154	16.324	0.463	-0.019	0.157
O	13.968	12.876	29.013	0.027	0.028	0.381
O	4.705	7.657	20.82	0.188	-0.275	0.154
O	3.357	7.983	16.105	-0.116	0.483	0.077
O	5.024	15.4	27.71	-0.271	0.479	0.145
O	7.796	20.598	25.377	-0.327	-0.354	0.26
O	6.585	19.471	17.776	0.021	0.664	-0.029
O	14.08	9.999	20.492	-0.659	-0.275	0.352
O	3.604	11.227	20.846	0.519	0.133	0.159
O	12.296	18.77	22.438	-0.666	0.307	0.246
O	12.173	6.798	21.918	-0.19	-0.125	-0.204
O	6.091	8.713	24.909	-0.051	0.113	-0.016
O	2.257	16.395	24.963	0.008	0.4	0.602
O	2.519	21.394	29.217	0.103	-0.28	-0.24
O	17.913	16.963	30.021	-0.062	0.061	-0.4
O	16.835	19.862	22.969	-0.087	-0.331	-0.764
O	7.229	19.694	21.589	0.164	0.298	0.406
O	4.623	11.054	15.956	-0.309	-0.38	-0.037
O	15.881	13.06	18.522	0.239	0.505	-0.112
O	12.821	16.343	23.442	0.518	-0.232	0.353
O	14.381	9.943	25.501	0.352	0.16	0.277
O	10.349	21.098	24.893	0.052	-0.118	-0.414
O	2.149	19.444	16.018	-0.484	0.145	-0.104
O	9.926	13.07	20.767	-0.309	-0.235	-0.152
O	11.439	12.376	29.149	-0.138	0.098	-0.469
O	9.536	12.162	15.47	-0.028	-0.029	0.477
O	6.948	10.919	23.857	-0.46	0.342	-0.02
O	9.576	14.875	18.804	-0.202	0.002	-0.218
O	7.94	12.886	18.909	-0.175	-0.542	-0.152
O	14.961	8.319	18.662	0.266	0.103	-0.733
O	11.452	9.125	22.95	0.458	-0.043	-0.238
O	16.313	17.144	20.458	0.28	0.396	0.01
O	9.774	14.251	29.99	0.119	0.149	-0.443
O	16.309	11.556	16.334	0.127	-0.14	0.251
O	10.343	16.833	23.325	0.14	0.295	-0.352
O	1.492	14.045	26.532	0.055	0.358	0.423
O	5.56	12.713	17.681	0.066	0.032	0.43
O	12.39	8.873	26.82	0.251	-0.209	0.224
O	10.587	17.33	18.867	0.036	-0.002	0.065
O	12.47	9.36	18.543	-0.26	-0.153	0.507
O	14.388	5.935	23.181	-0.346	-0.318	0.505
O	4.843	9.63	19.112	0.528	0.29	-0.054
O	5.165	4.99	21.808	0.105	0.093	-0.235
O	8.624	15.826	24.858	0.18	-0.06	0.421
O	5.453	8.048	29.445	0.158	0.081	0.082
O	14.164	13.058	16.463	-0.058	0.232	0.033
O	13.326	4.532	21.204	0.143	-0.133	-0.326
O	1.389	20.836	25.219	0.299	-0.524	0.401
O	5.321	13.475	29.436	0.268	0.045	-0.172
O	16.123	15.411	25.039	-0.675	0.144	0.127
O	5.199	17.336	18.393	-0.609	-0.376	0.127
O	9.488	18.476	25.235	0.042	-0.005	0.339
O	4.134	6.949	23.242	0.087	0.207	0.297
O	6.857	4.246	15.174	0.16	-0.135	0.125
O	7.005	11.628	30.12	-0.072	0.077	-0.253
O	4.689	8.376	27.052	-0.293	0.165	-0.47
O	8.604	18.259	28.504	0.196	-0.22	0.015
O	6.765	7.791	19.182	0.197	0.391	-0.238
O	14.143	19.217	27.25	-0.139	-0.39	0.249
O	1.51	4.186	18.355	0.158	0.063	0.827
O	9.558	10.874	23.844	-0.121	-0.091	-0.234
O	14.467	20.724	29.351	-0.076	-0.004	0.017
O	5.201	19.418	20.034	-0.596	-0.215	0.387
O	6.502	14.991	18.384	-0.001	0.147	0.461
O	14.061	15.783	20.396	0.245	-0.46	0.438
O	11.095	7.962	29.038	0.041	0.222	0.162
O	8.832	6.356	18.457	0.297	-0.513	0.207
O	14.709	18.162	23.069	0.101	-0.351	-0.648
O	3.722	13.109	27.446	0.015	-0.752	0.119
O	3.298	11.521	18.182	-0.516	0.159	0.045
O	6.548	14.618	25.73	-0.228	-0.608	0.42
O	8.254	13.113	24.499	0.092	-0.026	-0.158
O	7.441	6.175	23.592	-0.162	-0.063	-0.139
O	12.868	11.462	27.088	0.142	0.609	-0.081
O	12.401	14.821	15.475	0.205	0.157	0.344
O	4.925	9.426	22.743	-0.349	0.443	0.014
O	16.085	18.672	29.091	-0.143	-0.133	-0.329
O	11.898	6.876	24.46	0.256	0.107	0.377
O	5.182	15.121	20.971	-0.007	-0.253	-0.355
O	1.503	12.449	20.24	0.306	-0.098	-0.414
O	1.44	15.092	15.52	0.007	0.134	0.113
O	7.872	14.65	20.831	-0.072	-0.09	0.263
O	16.443	12.827	24.715	-0.521	-0.049	-0.216
O	6.833	14.995	23.114	-0.317	0.14	0.083
O	2.474	15.923	20.79	0.228	0.202	-0.476
O	15.481	8.205	23.814	0.149	-0.062	-0.379
O	8.956	20.692	29.446	-0.088	0.312	-0.119
O	5.375	6.224	16.048	0.452	-0.002	0.208
O	9.072	19.397	18.72	0.127	0.691	0.003
O	16.638	17.945	24.742	0.341	0.194	0.526
O	4.368	19.722	30.048	-0.019	0.116	-0.16
O	13.899	18.453	20.35	0.008	0.199	-0.334
O	7.252	8.781	27.254	0.099	-0.026	0.553
O	9.83	8.883	26.893	-0.109	-0.002	-0.367
O	10.987	18.985	29.207	0.202	-0.026	-0.161
O	14.484	10.887	18.027	0.04	-0.134	-0.005
O	8.341	10.962	26.185	-0.284	0.085	0.094
O	2.486	11.904	25.375	0.461	-0.529	0.27
O	12.888	18.509	25.009	-0.486	-0.189	0.236
O	9.745	7.229	23.076	0.003	-0.076	0.154
O	11.1	14.261	22.905	-0.068	-0.117	0.441
O	14.501	6.84	20.742	-0.151	0.193	0.149
O	12.126	15.259	18.656	0.445	-0.264	-0.466
O	16.998	7.479	20.153	0.45	-0.534	0.104
O	12.494	13.633	20.771	0.481	-0.506	-0.276
O	15.38	12.212	20.993	-0.613	0.276	0.399
O	4.857	16.578	25.365	0.194	0.598	-0.189
O	2.225	9.469	19.467	-0.133	-0.254	-0.432
O	4.383	7.11	18.321	-0.099	-0.353	0.116
O	10.595	8.031	17.391	-0.112	0.023	0.225
O	12.783	21.065	25.86	0.234	0.285	0.075
O	11.397	19.466	20.097	-0.063	0.327	-0.402
O	11.95	10.738	24.867	-0.033	0.332	0.118
O	8.337	7.549	16.163	-0.188	-0.009	0.218
O	2.944	7.596	28.882	-0.175	-0.109	0.288
O	14.879	6.855	15.371	-0.005	-0.083	0.358
O	3.313	13.339	16.307	-0.047	0.113	0.359
O	7.468	8.619	22.67	0.044	0.391	-0.196
O	15.593	19.482	17.711	-0.024	-0.166	0.113
O	16.86	10.271	24.594	0.28	-0.334	0.114
O	13.807	18.424	16.211	-0.215	-0.347	0.104
O	1.774	11.784	22.827	-0.216	-0.072	-0.104
O	15.661	5.682	18.727	-0.294	0.027	-0.042
O	10.55	16.117	16.615	-0.555	0.028	-0.001

Results
total energy: -109724.164 eV
total energy less fixed offsets of O -438.35, Si -107.03 eV per atom: 3.476 eV
